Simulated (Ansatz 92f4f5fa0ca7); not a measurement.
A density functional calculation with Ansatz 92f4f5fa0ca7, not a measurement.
Periodic cell of 375 atoms, Si241O134, from a study of silicon, its oxide and their interface. The atomic structure is a simulated model.
Doubt: the cutoff is far below the 930 eV that the study's wrapper takes by default for these files, so forces and energies are approximate.
This geometry differs little from another in the collection (a relaxation step or a small displacement).

Settings
functional: PBE
potential files: Ansatz PAW
basis: plane waves
wave-function cutoff: 580 eV
density cutoff ratio: 5
exchange-correlation grid ratio: 1
k mesh: 1 x 1 x 1, Gamma-centred
self-consistency stop: 5e-08 eV per atom in the density residual
occupations: fixed
spin: none
net charge: 0

Cell vectors (angstrom)
a	11.6015	0	0
b	0	13.3963	0
c	0	0	42.3012

Atoms and the computed forces on them: element, x, y, z (angstrom), force x, y, z (eV/angstrom)
Si	0	2.2327	1.1851	-0.0377	0.0357	0.0178
Si	3.8672	2.2327	1.1851	-0.0062	-0.0315	0.003
Si	7.7343	2.2327	1.1851	0.0012	0.0251	0.0032
Si	1.9336	5.5818	1.1851	-0.0039	0.0102	-0.0515
Si	5.8008	5.5818	1.1851	-0.0001	-0.0242	0.0454
Si	9.6679	5.5818	1.1851	0.011	0.0429	0.0187
Si	0	8.9308	1.1851	0.0161	0.0167	0.0112
Si	3.8672	8.9308	1.1851	-0.011	-0.0011	0.0195
Si	7.7343	8.9308	1.1851	-0.0029	0.0209	0.0245
Si	1.9336	12.2799	1.1851	0.0105	-0.0278	0.008
Si	5.8008	12.2799	1.1851	-0.0066	-0.046	-0.0256
Si	9.6679	12.2799	1.1851	0.0013	0.0144	-0.0343
Si	1.9336	1.1164	1.9745	0.1064	0.0326	-0.0188
Si	5.8008	1.1164	1.9745	-0.0203	0.023	-0.0123
Si	9.6679	1.1164	1.9745	-0.0053	-0.0826	-0.0006
Si	0	4.4654	1.9745	0.1254	-0.0455	0.0034
Si	3.8672	4.4654	1.9745	-0.0879	0.0184	-0.0158
Si	7.7343	4.4654	1.9745	-0.0728	-0.0407	-0.007
Si	1.9336	7.8145	1.9745	0.0423	-0.0837	-0.0018
Si	5.8008	7.8145	1.9745	-0.0666	0.045	-0.0227
Si	9.6679	7.8145	1.9745	0.0377	-0.0707	-0.0094
Si	0	11.1635	1.9745	0.0006	0.0254	-0.0135
Si	3.8672	11.1635	1.9745	0.0621	0.0877	0.0006
Si	7.7343	11.1635	1.9745	-0.0455	0.0185	-0.001
Si	1.9336	1.1164	4.3426	0.2902	0.0803	0.1327
Si	5.8008	1.1164	4.3426	-0.1	0.0636	0.2004
Si	9.6679	1.1164	4.3426	-0.0194	-0.1888	-0.1385
Si	0	4.4654	4.3426	0.327	-0.0911	-0.1093
Si	3.8672	4.4654	4.3426	-0.1973	-0.0412	0.4427
Si	7.7343	4.4654	4.3426	-0.2059	-0.0461	-0.0576
Si	1.9336	7.8145	4.3426	0.0973	-0.207	0.0576
Si	5.8008	7.8145	4.3426	-0.1732	0.0859	0.159
Si	9.6679	7.8145	4.3426	0.1141	-0.1244	-0.2439
Si	0	11.1635	4.3426	0.044	0.0994	-0.4222
Si	3.8672	11.1635	4.3426	0.1418	0.1903	-0.0852
Si	7.7343	11.1635	4.3426	-0.1344	0.0757	-0.1492
Si	0	0	37.9606	-0.0117	0.1055	0.1916
Si	3.8672	0	37.9606	0.3757	-0.1101	-0.318
Si	7.7343	0	37.9606	-0.1915	0.2295	0.223
Si	1.9336	3.3491	37.9606	-0.181	0.148	0.2247
Si	5.8008	3.3491	37.9606	0.0424	-0.1839	-0.2821
Si	9.6679	3.3491	37.9606	-0.2349	0.1993	-0.0523
Si	0	6.6981	37.9606	0.2159	-0.1171	0.0885
Si	3.8672	6.6981	37.9606	-0.1332	-0.0363	-0.1035
Si	7.7343	6.6981	37.9606	-0.1559	-0.1466	0.2811
Si	1.9336	10.0472	37.9606	0.1364	-0.029	-0.4841
Si	5.8008	10.0472	37.9606	-0.1691	0.0126	-0.1149
Si	9.6679	10.0472	37.9606	0.1002	0.0134	0.3018
Si	0	0	40.3288	-0.0117	0.0414	-0.003
Si	3.8672	0	40.3288	0.1341	-0.0586	0.0063
Si	7.7343	0	40.3288	-0.077	0.0766	-0.0202
Si	1.9336	3.3491	40.3288	-0.0778	0.0723	-0.0097
Si	5.8008	3.3491	40.3288	0.0131	-0.0779	0.0096
Si	9.6679	3.3491	40.3288	-0.0851	0.0898	0.0178
Si	0	6.6981	40.3288	0.1163	-0.0291	0.0046
Si	3.8672	6.6981	40.3288	-0.0589	-0.0179	0.0089
Si	7.7343	6.6981	40.3288	-0.053	-0.0465	0.0048
Si	1.9336	10.0472	40.3288	0.059	-0.0215	0.0332
Si	5.8008	10.0472	40.3288	-0.0608	-0.0031	0.0301
Si	9.6679	10.0472	40.3288	0.0399	0.0248	0.0033
Si	0	2.2327	41.1182	0.0393	-0.0334	0.0005
Si	3.8672	2.2327	41.1182	0.0043	0.0299	-0.0417
Si	7.7343	2.2327	41.1182	0.0081	-0.0292	0.0283
Si	1.9336	5.5818	41.1182	-0.0016	-0.0061	0.058
Si	5.8008	5.5818	41.1182	-0.0031	0.0354	-0.0282
Si	9.6679	5.5818	41.1182	-0.0038	-0.0309	-0.0005
Si	0	8.9308	41.1182	-0.0237	-0.0205	-0.0148
Si	3.8672	8.9308	41.1182	0.011	-0.0019	-0.011
Si	7.7343	8.9308	41.1182	0.0065	-0.0212	-0.0225
Si	1.9336	12.2799	41.1182	-0.0145	0.0348	-0.057
Si	5.8008	12.2799	41.1182	0.0184	0.0409	0.03
Si	9.6679	12.2799	41.1182	-0.0097	-0.0167	-0.0002
Si	-0.3839	-1.9367	31.1979	0.0007	0.0114	-0.005
Si	6.1217	-1.9374	27.0678	-0.0014	0.0005	-0.0021
Si	4.8326	-1.4682	29.6948	-0.0088	0.0073	0.0053
Si	1.7589	2.8969	30.7563	-0.0048	-0.0142	-0.001
Si	5.2957	3.6286	30.516	-0.0137	-0.0462	-0.0243
Si	8.3127	3.1242	31.5769	-0.0079	-0.0076	-0.0114
Si	0.3517	6.6217	30.513	0.0186	-0.0018	0.0108
Si	3.1091	9.5515	29.1268	0.0092	0.0042	-0.0019
Si	7.5784	7.8933	30.5226	-0.0061	0.0131	-0.0063
Si	0.3366	11.2556	29.0643	-0.0026	0.006	-0.0039
Si	7.2291	11.6638	31.7375	-0.0067	-0.0031	-0.0157
Si	9.2581	5.3944	31.5984	0.005	0.0144	0.017
Si	0.1996	1.6215	31.8764	0.0097	0.001	0.007
Si	3.8216	2.0933	31.5354	0.004	0.0054	0.0147
Si	9.7831	1.5367	30.6169	0.0102	0.002	-0.0037
Si	4.4582	7.7663	31.0166	0.0062	-0.0125	0.0112
Si	4.4627	5.543	31.6593	-0.0164	0.0463	0.0125
Si	8.3325	9.4856	32.0152	-0.0035	0.0015	0.0097
Si	-0.8125	9.3007	31.9952	-0.0012	-0.0173	-0.0049
Si	2.0328	5.2236	31.5678	0.004	0.0009	0.0024
Si	7.5403	8.7292	27.6049	-0.0005	0.0019	-0.0058
Si	1.3836	12.8867	31.8651	0.0083	0.0071	0.0091
Si	3.2808	13.4649	30.4817	0.0017	-0.009	-0.0022
Si	9.3079	12.78	31.6235	0.0055	0.0002	0.0008
Si	0.0171	2.1888	34.1404	-0.0006	0.0013	0.002
Si	3.8962	2.1886	33.9362	-0.0072	0.0019	-0.0098
Si	7.8422	2.363	33.8678	-0.0014	-0.003	0.0158
Si	1.7978	5.4544	33.9477	0.0213	-0.0041	0.0023
Si	5.5419	5.5867	33.8995	0.0029	-0.0047	0.0017
Si	9.5592	5.6551	33.9713	0.0047	0.002	-0.0071
Si	-0.0619	8.9846	34.1703	0.0053	0.0013	0.007
Si	3.898	8.8816	33.9568	0.0032	0.0007	-0.0023
Si	7.7557	8.9263	34.1982	-0.0022	-0.0027	0.0045
Si	1.9552	12.3504	34.0737	-0.0066	-0.0011	-0.0025
Si	5.9942	12.2094	33.8287	-0.0072	0.0023	0.0087
Si	9.6481	12.3876	34.0298	-0.0004	0.0055	0.0071
Si	1.9923	1.1383	34.9047	0.0032	0.0039	0.0034
Si	5.9113	1.1003	34.606	0.0025	0.0004	-0.0073
Si	9.6498	1.1782	34.88	0.0047	0	-0.0074
Si	-0.1461	4.4567	34.7817	-0.0074	-0.0092	0.0016
Si	3.7499	4.4074	34.8317	-0.0162	0.0006	-0.0017
Si	7.5907	4.5431	34.7254	-0.0058	0.0002	-0.006
Si	1.9137	7.7641	34.6928	-0.005	-0.0005	0.0012
Si	5.7719	7.7753	34.824	0.0087	0.0056	0.0009
Si	9.663	7.8037	34.9431	-0.0065	-0.0043	-0.0013
Si	0.0023	11.249	34.844	0.0027	0.0039	-0.0061
Si	3.9464	11.1674	34.6339	0.0024	0.0028	0.0014
Si	7.789	11.1719	34.9303	0.0027	-0.0054	-0.0012
Si	1.948	1.1267	37.2331	-0.0002	0.0004	-0.0018
Si	5.819	1.1116	37.0706	0.0041	-0.0001	0.0058
Si	9.6588	1.1237	37.2161	-0.0018	-0.0001	0.0004
Si	-0.0167	4.4634	37.1576	0.0008	-0.0018	0.0018
Si	3.8556	4.4498	37.1872	-0.0008	-0.0004	0.0028
Si	7.7065	4.4842	37.1277	-0.0014	-0.0004	0.0089
Si	1.9325	7.8069	37.113	0.0035	-0.0001	0.0055
Si	5.8037	7.8037	37.1841	-0.0062	-0.0013	0.0013
Si	9.6654	7.8006	37.2555	-0.0012	-0.0027	0.0004
Si	-0.0078	11.1791	37.1936	-0.0018	-0.0009	0.0068
Si	3.8786	11.1647	37.0835	0.0025	-0.0028	0.0021
Si	7.7426	11.1748	37.2479	0.0017	0.0014	0.0045
Si	0.0198	0.002	5.0915	0.0011	0.0009	-0.0026
Si	3.8797	-0.0022	5.194	0.0003	-0.0006	-0.0035
Si	7.7273	-0.0026	5.1347	-0.0006	0.0005	-0.0001
Si	1.9228	3.328	5.2252	-0.0042	-0.0001	-0.0025
Si	5.7865	3.357	5.1744	-0.0023	0.0011	-0.0006
Si	9.6759	3.3492	5.0464	-0.0007	0.0035	-0.0041
Si	0.0008	6.6826	5.1256	-0.0048	-0.0036	0.0002
Si	3.8734	6.6936	5.1999	-0.0012	-0.0015	-0.0025
Si	7.7342	6.7027	5.0846	0.0019	-0.0014	-0.0031
Si	1.935	10.0504	5.0585	-0.0004	-0.0018	-0.0014
Si	5.7977	10.0615	5.1518	0.0003	0.0033	-0.0001
Si	9.6717	10.0461	5.05	0.0002	-0.0015	0.0009
Si	0.0634	-0.0224	7.4315	-0.0078	-0.0081	0.0033
Si	3.9373	-0.0258	7.6183	0.0004	-0.0014	0.0051
Si	7.7629	-0.008	7.5047	0.0021	0.0021	0.0057
Si	1.8913	3.2554	7.682	0.0001	0.0026	0.0041
Si	5.7528	3.3764	7.5766	-0.0038	0.0005	0.0037
Si	9.6744	3.3222	7.3595	-0.01	-0.0056	0.0041
Si	0.0383	6.6255	7.4891	0.0051	0.0026	0.0032
Si	3.8973	6.6809	7.6259	0.0057	0.0029	0.0004
Si	7.7622	6.7244	7.4218	-0.003	0.0069	0.0015
Si	1.9729	10.0556	7.3761	0.0014	0.0009	-0.0011
Si	5.8037	10.1175	7.534	-0.0023	-0.0038	0.0062
Si	9.7129	10.0055	7.3634	-0.0023	0.0034	0.0025
Si	-0.1459	2.1271	8.3789	-0.0002	-0.0011	0.0097
Si	3.8756	2.1773	8.4977	0.0063	0.0009	-0.0038
Si	7.7434	2.2686	8.1677	0.0017	-0.0036	-0.0018
Si	1.9382	5.5183	8.3845	-0.0056	-0.0013	-0.0049
Si	5.9116	5.6331	8.3889	-0.0032	-0.0045	0.0066
Si	9.6519	5.5335	8.173	0.0072	0.0033	-0.0017
Si	0.0727	8.8895	8.106	0	-0.0049	-0.0062
Si	3.8591	8.98	8.2719	0.0009	0.0038	0.0063
Si	7.752	8.9762	8.1517	-0.0001	-0.0029	0.0014
Si	1.9718	12.2258	8.3091	0.0026	-0.0004	-0.0001
Si	5.8961	12.2967	8.5184	0.004	0.0037	-0.0062
Si	9.7425	12.2278	8.0968	0.0056	0.0011	0.0032
Si	-0.1649	1.6298	12.536	-0.0048	0.0009	0.0017
Si	4.0965	1.9933	10.9203	-0.0015	0.0092	-0.0059
Si	8.1833	2.4026	10.4589	0.0103	0.0007	-0.0046
Si	1.9663	5.5273	10.7603	-0.0159	-0.0065	-0.0014
Si	3.699	4.2469	11.739	0.0073	-0.0071	0.0197
Si	10.3645	1.4715	10.4836	-0.0024	-0.0011	-0.0124
Si	-0.3144	8.9766	10.3903	-0.0027	-0.0019	0.0078
Si	5.0733	9.6675	11.977	-0.0101	0.0033	0.0079
Si	8.2822	9.1552	10.4196	0.03	-0.0032	-0.0181
Si	2.217	11.6687	10.6309	0.0032	0.0044	-0.0002
Si	6.3446	12.337	10.9786	-0.0041	-0.0146	0.0015
Si	10.1044	12.5446	10.3667	-0.0017	0.0081	-0.0137
Si	2.7498	0.2261	11.9527	-0.0213	-0.0064	0.0157
Si	6.3392	1.3337	11.5314	0	0.0034	0.0044
Si	11.2063	4.6902	12.7648	0.0005	-0.0026	0.009
Si	-3.0077	4.7042	11.0308	0.001	-0.0059	0.0086
Si	6.4015	5.8095	10.7575	-0.0093	0.0002	-0.0089
Si	5.8382	2.4868	14.3845	-0.0023	0.0022	0.0113
Si	2.1179	7.7432	11.5449	-0.0099	0.0149	0.0255
Si	4.3623	5.0247	14.4984	-0.0005	0.0046	0.0066
Si	6.7583	7.9881	11.6972	0.0013	-0.0105	0.0212
Si	0.0543	11.0841	11.286	-0.0027	-0.0049	0.0094
Si	3.3003	9.5112	10.5016	0.0017	-0.0037	-0.0152
Si	8.406	11.3357	11.3732	0.003	-0.0019	0.0062
O	-0.0007	16.542	13.1169	0.0036	0.0025	-0.0007
O	7.3189	7.5946	13.2167	-0.0052	-0.001	-0.0061
O	4.6529	6.6215	14.2543	-0.0005	-0.0034	-0.0019
O	7.7437	4.3844	16.53	-0.0011	-0.0007	-0.0002
O	-0.0325	5.5184	14.1375	0.0004	-0.0005	-0.0027
O	6.5835	2.1251	15.7711	-0.0001	0	-0.0014
O	10.598	0.8243	13.7026	0.0026	0.0015	0.0011
O	5.3975	11.3067	11.9203	0.0004	0.0073	-0.0052
O	3.8322	4.8241	16.0336	0.0004	-0.0007	-0.0014
O	-0.2361	-2.6545	12.9126	0.0021	0.0013	-0.0058
O	8.7281	11.0949	13.0113	-0.006	0.005	0
O	4.6302	9.272	13.5306	0.0065	0.0006	-0.0076
O	3.287	8.1113	29.8959	-0.0033	0.0047	0.0019
O	-0.8847	10.633	28.1477	0.0053	0.0005	0.0057
O	5.5852	10.9224	25.6237	-0.0007	-0.0009	0.0028
O	10.6271	5.6036	30.6616	-0.0125	-0.0022	0.0046
O	6.5788	7.5228	27.0028	0.0001	-0.0009	0.0051
O	8.156	8.1649	29.0085	0.0016	-0.0031	0.0077
O	-6.5934	3.6879	28.8915	0.0039	0.006	0.0133
O	1.4962	2.2189	29.1873	-0.0042	0.0126	0.0048
O	9.9492	1.7022	28.9555	-0.0035	0	0.0104
O	3.6367	9.4216	27.5879	-0.0001	0.0008	0.0048
O	-7.4769	-4.6601	32.3081	-0.0007	-0.0043	0.0002
O	4.9674	-1.3215	28.0604	0.0014	-0.001	0.0012
Si	9.3144	10.5652	18.4714	-0.0005	-0.0004	-0.0012
Si	3.8919	8.8336	19.7009	0.0005	-0.001	-0.0017
Si	1.0747	0.7701	25.8847	0.0019	-0.0002	-0.002
Si	6.4961	14.413	23.5115	0.0001	0.0005	-0.0031
Si	5.7616	3.4284	27.4616	-0.0016	0.0009	-0.0061
Si	2.8167	9.0491	26.2246	0.0014	0.0013	-0.006
Si	-1.2346	9.6447	26.8864	-0.0005	0.0008	-0.0076
Si	3.9196	16.6222	19.5292	0.0006	-0.0005	-0.0018
Si	7.0967	7.3232	23.6931	0.0006	0.0002	-0.0021
Si	10.2105	1.1702	15.2641	0.0011	-0.0022	0.0037
Si	8.8039	5.6308	16.5219	0.0008	0.0013	0.0015
Si	4.922	3.3978	22.3808	0.0003	0.0005	-0.0022
Si	10.7402	18.1706	26.1192	-0.0005	-0.0012	-0.0048
Si	0.3843	4.9342	22.0646	0.0009	0.0001	-0.0024
Si	3.7787	8.0075	14.1236	-0.0024	-0.0012	0.0058
Si	-0.9912	11.9169	16.2648	-0.0008	-0.001	0.0009
Si	4.0565	4.4314	25.2728	0.0007	-0.0004	-0.003
Si	8.3156	7.8623	18.5647	-0.0005	0.0006	-0.0011
Si	4.0445	11.9003	19.8853	-0.0002	-0.0002	-0.0018
Si	8.9822	14.2409	21.7762	0.0004	0.0006	-0.0027
Si	2.6447	4.9652	17.145	-0.0001	0.0003	0.0014
Si	1.029	7.4177	17.6844	0.0003	0.0002	0.0013
Si	11.2881	9.3379	22.784	0.0005	0.0002	-0.0036
Si	1.3214	3.4352	24.5187	0.0006	-0.0016	-0.0031
Si	1.0801	0.4882	16.5088	0.0013	-0.0003	0.0025
Si	6.2022	6.1063	26.2521	-0.0002	0.0001	-0.0043
Si	1.9097	0.6641	28.656	0.0072	0.0043	0.0046
Si	7.941	16.1583	16.3768	0.0009	0.0001	0.0033
Si	-0.3408	15.7619	20.61	0.0001	0.0005	-0.0024
Si	2.1322	0.7886	19.4893	0.0008	0.0006	-0.0016
Si	10.0016	-3.0808	13.7183	0.0026	-0.0017	-0.0013
Si	8.7076	15.6989	19.2776	0.0011	0.0006	-0.0003
Si	4.5536	11.647	16.8342	-0.0003	-0.0024	0.0023
Si	7.0768	9.7678	16.7459	0.0003	-0.0004	0.0007
Si	5.9443	11.5803	22.3014	0.0001	-0.0007	-0.003
Si	3.701	13.8055	14.8308	-0.0021	-0.001	0.0057
Si	0.6826	7.1295	27.3788	-0.002	0.0011	-0.007
Si	8.9252	11.1382	21.5957	-0.0004	-0.0004	-0.0017
Si	0.6341	11.0502	25.0252	-0.0005	0.0021	-0.003
Si	10.0498	2.0524	27.3475	0.0022	-0.0012	-0.0081
Si	7.2574	14.3515	26.5374	0.0002	-0.0002	-0.0043
Si	6.5708	17.6332	20.1397	-0.0003	0.0007	-0.0016
Si	6.4428	7.2284	20.6705	-0.0003	0.0002	-0.0028
Si	-1.4975	6.7168	23.8515	-0.0001	0.0001	-0.0033
Si	8.3093	8.0433	14.421	-0.003	0.0033	0.005
Si	2.9572	9.2832	16.9095	0.0014	0.0001	0.0016
Si	1.1546	7.5553	20.6118	0.0005	-0.0001	-0.0021
Si	5.2439	9.7514	24.5274	0.0013	0.0004	-0.0023
Si	0.0231	5.4236	15.7731	0	0.0006	0.0036
O	-1.211	1.6833	21.8306	0	0	0.0026
O	8.8339	14.7185	26.5498	-0.0002	0.0008	0.0048
O	1.2542	4.5145	16.3771	0.0006	-0.001	0.0006
O	10.2199	4.8432	16.3407	-0.0005	-0.0006	0.0001
O	5.2553	15.2593	22.8569	-0.0001	0	0.0032
O	9.6712	8.7009	13.769	0.0039	0.0027	-0.0081
O	2.2609	0.7686	27.0369	-0.0021	-0.0018	0.0019
O	-0.1603	17.1884	25.047	-0.0002	0.0006	0.004
O	1.5178	1.8115	24.6808	-0.0003	0.0015	0.0027
O	-2.7898	9.1852	26.6804	0.0012	0.0001	0.0036
O	6.5003	8.7152	24.3267	0.0002	0.0004	0.0034
O	6.5595	2.0048	27.6032	0.0006	0	0.0051
O	1.3788	13.8658	18.0947	-0.0003	0.0001	0.0003
O	7.0196	8.451	17.7291	-0.0004	0.0001	0.0013
O	4.6503	12.1754	18.3809	0.0004	-0.0003	0.0009
O	9.1106	11.065	19.9875	0.0002	-0.0003	0.0013
O	1.811	10.2891	25.8691	0	-0.0005	0.0058
O	2.3951	6.4985	17.6411	-0.0002	-0.0015	0.0012
O	3.9942	8.7914	18.0762	-0.0001	0.0003	0.0016
O	10.3438	15.7337	19.2526	-0.0002	0.0002	0.0018
O	6.2299	12.8334	23.2873	-0.0004	-0.0004	0.0026
O	6.3106	17.3709	21.7357	0.0002	0.0002	0.0022
O	0.1049	6.9315	16.4333	-0.0009	-0.0002	0
O	5.5152	16.7912	19.2014	-0.0002	-0.0001	0.0019
O	9.1387	2.3837	15.3284	-0.001	0.0007	-0.0015
O	10.2252	10.7071	15.2731	0.0004	0.0018	0.0044
O	1.0568	1.5438	20.4558	0.0005	-0.0003	0.002
O	8.0825	17.14	19.7799	0.0008	-0.0005	0.0023
O	4.6923	3.2696	26.2367	0.0002	0.001	0.0038
O	-0.8204	10.5369	25.5836	-0.0003	-0.0017	0.0064
O	11.4982	17.3468	20.8716	-0.0002	-0.0007	0.0023
O	0.5445	12.4141	16.0363	0.0001	0.0001	-0.0003
O	2.4433	4.278	25.3579	0	0.0005	0.0035
O	6.5724	14.6847	25.1055	0	-0.0003	0.0022
O	8.5825	6.7075	15.3163	0.0011	-0.0043	0.0028
O	3.4492	1.7081	19.226	-0.0003	0.0002	0.0029
O	4.5934	5.8653	25.9065	-0.0002	-0.0001	0.0032
O	-0.0583	1.5976	16.1227	-0.0014	0.0001	-0.0006
O	7.6142	9.2301	15.3091	0.0011	-0.0003	0.0006
O	5.2321	12.1787	20.966	-0.0006	0.0002	0.003
O	1.4354	8.9783	17.4164	-0.0011	0.0003	0.0013
O	9.293	12.6653	22.054	-0.0001	-0.0007	0.0025
O	4.4832	4.2536	23.6972	0.0001	-0.0003	0.0026
O	4.6598	-0.5361	15.7529	-0.0003	0.0012	-0.0011
O	4.3581	1.8467	14.4694	-0.0012	-0.0008	-0.0027
O	10.5402	11.395	17.8108	0.0006	0.0007	0.0012
O	6.3685	7.0104	22.2763	0	-0.0001	0.002
O	11.1462	8.2362	27.0683	0.0025	-0.0019	0.0055
O	0.8213	12.6755	25.2112	0	-0.0015	0.0034
O	0.2673	5.6342	26.9051	0.0008	0.002	0.0058
O	6.6755	4.7807	27.122	0.0009	0.0005	0.0043
O	2.7007	7.9338	20.3157	0.0008	0.0005	0.0022
O	2.7177	12.8186	20.1599	-0.0001	0.0001	0.0024
O	8.7441	6.4186	17.9536	0	-0.0011	0.0012
O	9.6198	13.1932	15.9466	0.0007	0.0012	0.0003
O	10.688	5.5894	22.8193	0.0001	-0.0005	0.0032
O	3.9093	8.9194	25.0083	-0.0009	-0.0005	0.0036
O	2.402	14.2324	15.6749	0.0003	0.0004	-0.0006
O	3.2416	8.4186	15.5785	0.0015	-0.001	-0.0048
O	3.1136	10.8837	16.6451	-0.0003	0.001	0.0011
O	6.9006	6.1222	24.7787	-0.0003	-0.0002	0.0036
O	0.4087	8.7456	21.4417	0.0002	-0.0001	0.0031
O	7.9544	14.822	22.8952	0.0006	0.0001	0.0024
O	8.0208	10.8695	17.5075	-0.0007	0.0002	0.0012
O	9.8894	5.9261	25.2899	0.0004	-0.0002	0.0043
O	2.0147	7.6511	26.5613	-0.0009	-0.0021	0.0057
O	7.9007	7.7685	20.1473	0.0003	0.0004	0.0025
O	11.0798	8.0563	23.8228	0.0003	0.0006	0.0032
O	3.0218	4.1524	18.5164	-0.0001	0.0004	0.0012
O	12.2471	10.4929	23.4764	0.0001	-0.0006	0.0027
O	6.2464	5.8125	19.8759	-0.0002	0	0.0028
O	5.6824	10.5327	16.4842	-0.0004	0.001	0.0007
O	8.285	14.4844	20.2998	-0.0007	0.0003	0.0016
O	9.8822	10.0593	22.3517	-0.0001	0.0004	0.0028
O	3.7878	16.8892	21.1686	-0.0003	0	0.0025
O	3.5747	10.3675	20.1199	0.0001	-0.0004	0.0026
O	9.5499	8.937	18.443	0.0006	-0.0002	0.0016
O	-2.9152	7.3498	23.3794	0.0006	0.0002	0.0036
O	7.358	10.8313	21.9498	0.0005	0.0002	0.003
O	8.179	15.3961	17.7878	-0.0005	0.0004	-0.0002
O	1.3501	3.9876	22.9886	-0.0001	0.0005	0.0028
O	4.991	10.507	23.0957	-0.0003	0.0006	0.002
O	0.3754	7.3016	19.1815	-0.0002	-0.0004	0.0014
O	9.9758	3.7056	27.1219	-0.0003	0.0007	0.0056
O	1.2397	6.1701	21.4586	0.0001	0.0002	0.0029
O	5.2976	8.3071	20.2979	-0.001	0.0008	0.0025
O	-21.6062	10.1676	29.0557	-0.0035	-0.0017	-0.0001
O	6.7389	10.1406	27.8295	-0.0004	-0.0005	0.0045
O	0.5129	18.5052	11.4745	0.0085	0.0027	-0.0066
O	4.1011	10.5006	29.9951	-0.0043	-0.0098	0.0006
O	2.5017	21.1205	13.1498	-0.0005	-0.0029	-0.0131
O	14.9678	13.0859	13.3981	0.0051	0.0005	-0.004
O	5.95	8.0558	30.3929	-0.0008	0.0042	0.0012
O	8.0436	6.3765	31.0033	-0.0014	-0.0171	-0.0003
O	-5.2739	-1.4748	30.3625	0.0134	-0.0042	0.0139
O	-2.1048	5.3814	9.8222	0.0001	0.0008	-0.0031
O	-1.8472	-5.0039	10.5389	-0.0235	0.011	0.0008
O	12.0985	8.0192	11.4596	0.0111	-0.0016	-0.0058
O	11.3712	1.3794	26.6662	-0.0014	0.0016	0.0052
O	5.1586	18.391	11.506	0.0062	0.0033	-0.0061
O	-10.8072	12.7853	28.5977	-0.0074	-0.0102	0.0024
O	9.6032	4.8237	12.364	-0.0017	-0.0011	-0.0051
O	3.3129	4.4678	13.3517	-0.0005	-0.0011	-0.0097
O	12.9059	0.9438	12.3049	0.012	-0.0022	-0.0053
O	7.1276	12.7455	26.8622	0.0011	0.0003	0.0033
O	5.7161	4.1207	14.277	0.0001	-0.0002	-0.0035
O	0.8547	-6.4702	28.9863	-0.0046	0.0048	-0.002
O	11.4182	8.074	31.0634	-0.0072	0.0117	0.0071
O	6.884	3.258	30.7302	0.0188	0.0041	0.0101
O	-4.9941	15.194	13.1197	0.003	-0.0031	-0.0082

Results
free energy: -229411.505 eV
free energy less fixed offsets of O -568.88, Si -635.61 eV per atom: 0.425 eV

The program warned: the cutoff lies below the one the program advises for these potential files; the forces do not sum to zero within the program's tolerance; the exchange-correlation potential is rough where the density is thin.
